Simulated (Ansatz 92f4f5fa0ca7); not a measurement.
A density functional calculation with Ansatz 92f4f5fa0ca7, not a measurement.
Periodic cell of 140 atoms, Si84O56, from a study of silicon, its oxide and their interface. The atomic structure is a simulated model.

Settings
functional: r2SCAN
potential files: Ansatz norm-conserving
basis: plane waves
wave-function cutoff: 1300 eV
density cutoff ratio: 4
exchange-correlation grid ratio: 1
k mesh: 2 x 2 x 1, shifted by 0.5 0.5 0.5 of a step
self-consistency stop: 5e-08 eV per atom in the density residual
occupations: Fermi-Dirac, 0.05 eV
spin: none
net charge: 0

Cell vectors (angstrom)
a	10.88	0	0
b	0	10.88	0
c	0	0	20.45

Atoms and the computed forces on them: element, x, y, z (angstrom), force x, y, z (eV/angstrom)
Si	-0.2639	0.2498	0.051	-0.0894	0.4395	0.1319
Si	2.9676	2.6655	0.1732	0.1585	-0.1357	-0.3466
Si	-0.1458	5.9323	0.3647	0.3437	-0.3515	-0.0525
Si	5.3982	6.8493	-3.2761	-0.1856	0.1843	-0.2075
Si	4.9238	0.2897	0.2047	-0.0403	-0.1945	-0.6238
Si	8.7796	2.9044	-0.1524	0.0764	-0.1697	-0.1972
Si	5.8729	4.694	-0.833	-0.7718	1.1318	0.4301
Si	9.3187	7.7041	-0.1465	-0.4345	0.7745	-0.5735
Si	1.3696	1.3638	1.359	0.1658	0.0752	-0.0347
Si	4.3081	4.1467	1.371	-0.3663	-0.238	-0.3719
Si	1.3895	6.9388	1.7357	0.2322	-0.1406	-0.0927
Si	3.9271	9.4607	1.4641	-0.0043	0.1929	-0.1721
Si	6.6155	1.3996	1.4066	-0.0064	0.2146	-0.0048
Si	9.7308	4.1922	1.505	-0.0853	-0.0195	-0.0161
Si	6.9107	6.2299	0.7505	0.5418	0.3721	-0.5058
Si	9.602	9.5314	1.4211	0.0619	-0.3778	0.2569
Si	0.1215	2.7269	2.8027	-0.0822	-0.071	-0.119
Si	2.646	-0.001	2.8333	-0.152	-0.1552	0.0038
Si	0.0448	8.3235	2.9778	-0.1363	0.0733	0.0017
Si	2.8147	5.4129	2.8358	0.199	-0.0432	-0.2315
Si	5.4109	2.7353	2.9034	0.0997	0.2623	0.2869
Si	8.1457	0.0541	2.6253	0.0399	0.0953	0.0043
Si	5.3385	8.1576	2.7577	0.1316	-0.058	-0.7237
Si	8.1406	5.3927	2.6983	-0.1163	0.1735	-0.0141
Si	1.4489	4.0264	4.2243	0.0186	0.0334	0.0729
Si	4.0153	1.3757	4.2419	-0.026	-0.2124	0.1207
Si	1.4039	9.5917	4.3592	0.1161	0.0647	0.123
Si	4.1013	6.7794	4.2322	0.0158	-0.044	0.081
Si	6.8269	4.1053	4.2283	-0.1672	-0.0571	-0.2272
Si	9.5345	1.4217	4.0973	-0.021	0.032	-0.1662
Si	6.8702	9.4974	3.9282	-0.0366	0.1736	0.033
Si	9.5308	6.7934	4.0935	-0.1173	-0.0525	0.0274
Si	-0.0213	0.1283	5.5401	-0.1043	-0.0441	0.2068
Si	2.6549	2.7052	5.7553	0.0788	-0.1289	0.1205
Si	0.0091	5.4065	5.5168	0.0448	0.0978	0.1272
Si	2.7461	8.0884	5.664	-0.121	0.3569	0.2548
Si	5.5925	-0.0581	5.3576	-0.2016	-0.1193	-0.069
Si	8.2725	2.8142	5.5492	-0.1861	0.1756	0.1115
Si	5.4726	5.4706	5.63	-0.1477	-0.0839	0.143
Si	8.2536	8.277	5.3628	0.0375	-0.0312	0.1949
Si	1.2135	1.2631	7.1979	0.3245	-0.4447	0.2118
Si	4.071	4.0787	7.0494	-0.053	0.2052	-0.1841
Si	1.2624	6.6936	7.0296	0.1338	-0.2415	-0.3629
Si	4.4232	9.3638	6.7499	-0.0485	0.1477	0.2642
Si	6.9954	1.2591	6.7234	0.0804	-0.0828	-0.1515
Si	9.4878	4.2577	7.0586	0.1304	-0.0064	0.3558
Si	6.9524	6.9658	6.7125	0.4774	0.2523	0.3262
Si	9.632	9.5371	6.8468	-0.0465	-0.1081	-0.0551
Si	-1.2423	3.53	9.3381	-0.1902	-0.3654	-0.0229
Si	3.6469	-0.1172	8.4133	0.0533	0.2004	-0.5647
Si	-0.0504	8.1375	8.3681	0.6324	0.4309	0.1523
Si	2.3495	5.1189	8.4439	-0.3789	-0.2662	0.0133
Si	5.4522	2.4161	7.965	-0.4415	-0.083	0.6548
Si	8.4101	0.0488	8.2381	-0.1248	0.0136	-0.099
Si	5.6406	8.0952	8.2073	-0.5468	-0.52	-0.2697
Si	8.3272	6.0767	8.3305	-0.6966	-0.4108	-0.2618
Si	0.7958	4.4059	10.227	0.3309	-0.1379	0.0639
Si	4.9123	2.488	13.0176	-0.0995	0.2086	0.4965
Si	2.0103	8.6353	10.6291	0.2648	0.1075	0.5495
Si	3.7031	6.2293	9.893	-0.1213	0.138	-0.5624
Si	7.3823	3.8851	9.8454	-0.2553	0.3219	-0.5935
Si	9.9731	1.2374	9.5935	0.4265	0.842	-0.1001
Si	7.4642	9.7012	9.9559	-0.2902	0.2729	-0.2711
Si	9.0979	7.7286	10.0033	0.2546	-0.1139	-0.3008
Si	-0.187	-3.7502	11.6952	0.1934	-0.1863	0.4044
Si	-2.7959	10.3616	14.1974	0.0213	-0.0882	0.2472
Si	-0.8006	12.0036	12.2328	0.1564	0.0447	0.0528
Si	3.3692	-0.4112	10.7085	-0.1824	-0.3917	-0.1475
Si	7.132	5.6149	13.8357	0.0207	0.2728	-0.09
Si	-1.5957	3.7751	13.7076	0.299	0.0727	0.2974
Si	-4.0794	3.7134	15.0892	0.0888	-0.601	0.4875
Si	2.1174	9.3221	17.8269	0.3759	-0.0575	-0.4384
Si	2.5225	6.5487	16.3507	-0.0097	0.1108	-0.0914
Si	2.1236	5.1663	19.0229	-0.0623	0.0233	-0.1745
Si	-4.9685	11.2211	12.2289	0.0639	-0.8477	-0.3639
Si	7.0374	3.2491	18.1367	0.5323	-0.5199	-0.6372
Si	10.2342	-0.9138	18.5244	-0.1376	-0.3768	-0.4209
Si	5.4382	4.5191	11.9201	-0.3726	0.4603	0.0075
Si	7.9624	7.255	15.2086	0.351	0.375	0.2781
Si	2.7395	7.8212	20.525	-0.531	0.0125	-0.0202
Si	2.032	2.0041	12.0338	0.1328	-0.101	-0.4578
Si	5.0214	-1.0565	17.9089	-0.1764	-0.0649	-0.0607
Si	7.5829	11.1585	17.0441	-0.2312	-0.0824	-0.0105
Si	10.7443	6.0819	14.6663	0.1537	-0.0706	0.0147
O	0.6957	-0.8022	-2.8961	-0.2535	-0.275	0.1957
O	-3.7827	1.6423	-2.6682	-0.0607	0.3359	0.0553
O	2.5185	3.611	-1.1238	0.0367	0.1796	0.4615
O	0.5669	5.3713	-1.0226	0.1007	0.1188	0.1481
O	-0.9974	8.384	-1.5557	0.1168	0.2814	0.2348
O	2.0704	8.8166	-1.0716	0.2381	-0.3232	0.2601
O	4.1626	6.5087	-4.361	0.1669	-0.0012	0.3265
O	4.9675	-2.6659	-2.5179	0.0829	-0.0866	0.0429
O	5.5072	-0.5042	-1.1045	-0.099	0.1507	0.0143
O	7.2459	2.5653	0.372	0.3072	-0.506	0.0669
O	7.7934	-3.7497	-0.36	0.201	-0.0769	0.5957
O	16.7682	7.3451	1.391	-0.0896	-0.4462	0.3757
O	3.0341	6.3122	-0.6397	0.0177	0.4252	-0.1543
O	8.5364	3.5411	-1.6619	-0.2287	-0.0749	0.2733
O	8.1287	11.2961	-4.9262	0.0204	-0.1068	-0.092
O	-4.5494	2.7595	9.3048	0.265	0.1661	-0.0225
O	1.5232	3.3704	11.2953	-0.0926	-0.1139	0.0281
O	2.6173	1.016	10.8831	-0.1587	0.6163	0.4677
O	3.2558	2.278	13.087	0.2423	-0.0387	-0.0853
O	0.7975	8.4517	11.69	-0.3541	-0.5289	-0.1481
O	0.7806	12.0721	12.7015	-0.1058	0.1181	-0.0727
O	4.4043	5.0745	10.7931	0.5315	-0.0964	0.4312
O	3.0256	7.3677	10.8238	0.066	-0.0528	-0.0079
O	4.3032	1.3838	8.505	0.2801	0.006	-0.1779
O	7.0264	5.2661	9.0306	0.3822	-0.3304	0.1807
O	11.3926	1.547	8.6813	-0.0122	-0.5006	-0.3356
O	10.506	-3.9771	13.2892	0.0282	-0.0005	-0.4116
O	2.2256	10.92	7.6068	-0.4943	0.5484	0.0355
O	7.0643	10.9054	11.0395	-0.2947	-0.2629	0.2113
O	11.4293	5.797	11.0716	-0.0737	0.0032	-0.1053
O	5.4584	16.6328	18.3611	0.018	-0.4434	0.4425
O	5.5991	2.7091	14.5425	-0.0627	0.0331	-0.547
O	-2.0491	10.5085	17.8621	0.2533	-0.0143	0.0677
O	-1.4037	6.618	15.6018	-0.1976	0.0803	-0.1017
O	-2.6509	8.7908	14.6687	-0.0378	0.1526	0.0092
O	-1.3188	13.5374	12.5693	0.0163	-0.3279	-0.0002
O	9.6236	-9.3451	20.1429	-0.3457	0.1153	0.19
O	1.3534	-2.1978	9.1371	-0.4513	0.0959	-0.1239
O	2.1834	8.0423	16.8498	-0.0228	0.1121	0.3026
O	4.6632	6.9394	8.8051	0.2364	0.0774	0.3053
O	-4.83	8.9417	9.5605	0.7592	0.2426	-0.0974
O	2.2481	5.3772	17.4295	0.0514	0.1183	0.3653
O	4.5992	10.3297	11.7769	0.2712	0.441	0.0765
O	6.6786	3.9487	16.6974	0.1478	-0.3047	0.2408
O	-4.0379	7.1453	16.4368	0.0852	-0.0858	-0.1426
O	5.8001	5.8187	12.8921	0.1795	-0.4015	-0.4582
O	3.8795	1.4177	19.9982	0.3458	0.0044	0.5907
O	-0.2658	4.4561	14.399	-0.4753	0.0354	-0.2566
O	-4.2728	10.5166	13.5272	0.1665	0.1983	-0.0866
O	6.9011	4.0558	11.3644	-0.3123	0.0063	0.1844
O	6.2037	-0.608	16.8936	0.2068	0.1514	0.1275
O	1.4173	6.3005	15.169	-0.3382	-0.0509	-0.0287
O	9.2593	10.885	13.1484	-0.0581	0.2096	-0.0833
O	3.4589	10.2518	17.5682	0.0013	-0.2777	0.2277
O	-2.3795	5.0542	13.0588	-0.2462	-0.0875	0.1436
O	8.3172	3.0863	14.8316	-0.217	0.2473	-0.2874

Results
free energy: -35872.670 eV
free energy less fixed offsets of O -463.61, Si -117.95 eV per atom: -2.710 eV
pressure: -1.49 GPa
stress xx, yy, zz, yz, xz, xy (GPa, positive in tension): 1.1, 0.93, 2.43, -0.09, 0.52, 0.22
